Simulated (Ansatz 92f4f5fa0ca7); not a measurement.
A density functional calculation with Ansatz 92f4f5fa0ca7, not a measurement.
Periodic cell of 208 atoms, Si128O80, from a study of silicon, its oxide and their interface. The atomic structure is a simulated model.
Doubt: the cutoff is far below the 930 eV that the study's wrapper takes by default for these files, so forces and energies are approximate.
This geometry differs little from another in the collection (a relaxation step or a small displacement).

Settings
functional: PBE
potential files: Ansatz PAW
basis: plane waves
wave-function cutoff: 580 eV
density cutoff ratio: 5
exchange-correlation grid ratio: 1
k mesh: 1 x 1 x 1, Gamma-centred
self-consistency stop: 5e-08 eV per atom in the density residual
occupations: fixed
spin: none
net charge: 0

Cell vectors (angstrom)
a, 10.938, 0, 0
b, 0, 10.938, 0
c, 4.1972, -4.5648, 31.0297

Atoms and the computed forces on them: element, x, y, z (angstrom), force x, y, z (eV/angstrom)
Si, 5.3355, -5.6013, 23.6634, 0.0088, -0.0097, 0.0077
Si, 8.0172, -2.9207, 23.7294, 0.0099, -0.0112, -0.0142
Si, 5.7972, -0.7275, 23.6024, -0.0173, 0.0221, 0.0185
Si, 8.6361, -8.9431, 23.5874, -0.0259, 0.0234, 0.0266
Si, 0.3149, -6.2379, 23.4824, -0.0213, 0.0256, 0.0251
Si, 3.0473, -3.4547, 23.5137, -0.0205, 0.0127, 0.0183
Si, 10.8248, -0.2755, 23.4604, 0.0086, -0.0151, 0.0095
Si, 2.5745, -8.4614, 23.4311, 0.0179, -0.0071, 0.0165
Si, 6.8828, -4.505, 25.0213, 0.0096, -0.0084, 0.0008
Si, 9.6821, -1.7824, 24.9037, 0.007, -0.0061, -0.0014
Si, 6.9602, -10.0432, 24.8622, -0.0004, 0.0032, -0.0112
Si, 9.725, -7.3417, 24.9078, -0.005, 0.0018, -0.0085
Si, 1.4559, -4.6165, 24.8171, -0.0006, 0.0002, -0.0086
Si, 4.1779, -1.8636, 24.8724, 0.0011, 0.0009, -0.0078
Si, 12.3948, 0.9005, 24.8032, 0.0059, -0.0041, -0.0023
Si, 4.1631, -7.3047, 24.8068, 0.0037, -0.0084, -0.0009
Si, 5.5188, -3.1571, 26.3253, -0.0023, 0.0042, 0.0101
Si, 8.305, -0.4469, 26.2763, -0.0044, 0.004, 0.0097
Si, 5.5597, -8.6589, 26.1992, -0.0011, 0.0016, 0.005
Si, 8.3116, -5.9454, 26.2388, -0.0005, -0.0013, 0.0037
Si, 11.0462, -3.2141, 26.2099, 0.0008, -0.0012, 0.0082
Si, 13.7588, -0.4565, 26.205, -0.0031, 0.0028, 0.0105
Si, 11.0704, 2.2396, 26.2679, -0.0015, -0.0012, 0.0029
Si, 2.8247, -5.9474, 26.2358, -0.0014, 0.0037, 0.0024
Si, 4.1972, -4.5648, 27.6114, -0.2817, -0.1698, 0.2766
Si, 6.9317, -1.8303, 27.6114, 0.043, 0.2387, 0.3758
Si, 4.1972, -10.0338, 27.6114, -0.0045, 0.008, -0.3188
Si, 6.9317, -7.2993, 27.6114, -0.0325, -0.0608, -0.182
Si, 9.6662, -4.5648, 27.6114, 0.0746, -0.022, -0.1488
Si, 12.4007, -1.8303, 27.6114, 0.0354, -0.021, -0.2721
Si, 9.6662, 0.9042, 27.6114, 0.0751, 0.073, 0.2953
Si, 12.4007, -7.2993, 27.6114, 0.1276, -0.0607, 0.1627
Si, 1.3673, -1.3673, 3.418, -0.2694, -0.0754, -0.0468
Si, 4.1018, 1.3673, 3.418, 0.0417, 0.1446, -0.1171
Si, 1.3673, 4.1018, 3.418, 0.2312, 0.0107, 0.0953
Si, 4.1018, -4.1018, 3.418, -0.0722, -0.0903, 0.0385
Si, 6.8362, -1.3673, 3.418, 0.1408, 0.0233, 0.1263
Si, -1.3673, 1.3673, 3.418, -0.0339, -0.1834, 0.1351
Si, 6.8362, 4.1018, 3.418, -0.2258, -0.2393, -0.2972
Si, -1.3673, -4.1018, 3.418, 0.2167, 0.3845, -0.2357
Si, 2.6443, 0.0831, 4.7405, -0.0078, 0.0018, -0.0052
Si, 5.5409, 2.6563, 4.8021, 0.0045, -0.007, -0.0023
Si, 2.7633, 5.4511, 4.8222, 0.0023, -0.0052, -0.0097
Si, 5.451, -2.7228, 4.7721, 0.0069, -0.0041, -0.0077
Si, -2.7179, -0.0229, 4.8332, 0.0025, -0.0001, -0.0132
Si, 0.0122, 2.7257, 4.7701, 0.0066, -0.0086, -0.0025
Si, 8.1262, 5.5512, 4.6876, 0.0016, 0.006, -0.012
Si, 0.0349, -2.7664, 4.834, 0.0046, -0.0065, -0.0006
Si, 1.3234, 1.4008, 6.2557, -0.0043, 0.0121, -0.0203
Si, 4.1769, 4.051, 6.1198, -0.0093, 0.005, -0.0043
Si, 1.425, -4.1494, 6.2684, -0.0032, 0.0089, 0.0089
Si, 4.0336, -1.3, 5.9848, 0.0011, -0.0001, 0.0125
Si, -4.0567, 1.2813, 6.2974, -0.0056, 0.007, 0.0094
Si, -1.425, 4.1648, 5.9029, 0.0021, -0.0044, 0.0027
Si, 6.7997, -4.0888, 6.1579, -0.0118, 0.0032, -0.0085
Si, -1.3578, -1.3818, 6.2149, -0.0003, 0.0092, -0.009
Si, 0.2071, -0.2425, 7.5867, -0.0056, -0.0104, 0.0342
Si, 3.03, 2.5236, 7.4692, 0.0035, 0.0102, 0.0138
Si, -0.3297, -5.311, 7.3575, 0.0277, -0.0007, 0.0057
Si, 2.5694, -2.4122, 7.4268, -0.0079, -0.0184, -0.0072
Si, 5.1365, 0.1221, 7.4854, 0.0166, -0.0013, -0.0135
Si, -2.8171, 3.0086, 7.3642, 0.0005, -0.0245, -0.0099
Si, 5.786, 5.1476, 7.4425, -0.009, 0.0064, 0.0171
Si, -2.5325, -2.9997, 7.4835, -0.0032, -0.0005, 0.0328
Si, 5.5645, -5.932, 28.9787, -0.0259, 0.0084, -0.0226
Si, 8.299, -3.1975, 28.9787, -0.0249, 0.0142, -0.0247
Si, 5.5645, -11.401, 28.9787, 0.0961, 0.0273, 0.0088
Si, 8.299, -8.6665, 28.9787, 0.0206, -0.0249, -0.0056
Si, 11.0335, -5.932, 28.9787, 0.0101, -0.0014, -0.0119
Si, 13.768, -3.1975, 28.9787, -0.0305, -0.0686, 0.0058
Si, 11.0335, -0.463, 28.9787, -0.0678, -0.0182, -0.0141
Si, 2.83, 2.2715, 28.9787, 0.008, 0.0723, -0.0101
Si, 6.9317, -4.5648, 30.3459, 0.0103, -0.0116, -0.0151
Si, 9.6662, -1.8303, 30.3459, 0.0223, 0.006, -0.0055
Si, 6.9317, -10.0338, 30.3459, -0.0188, 0.0043, -0.0134
Si, 9.6662, -7.2993, 30.3459, -0.0492, 0.0216, -0.0219
Si, 12.4007, -4.5648, 30.3459, 0.0015, 0.0145, -0.0151
Si, 4.1972, -1.8303, 30.3459, -0.0006, 0.0168, -0.03
Si, 1.4627, 0.9042, 30.3459, 0.0257, -0.0185, -0.0244
Si, 4.1972, -7.2993, 30.3459, 0.0098, -0.0412, -0.0018
Si, 1.3673, 1.3673, 0.6835, 0.0152, -0.0096, 0.0507
Si, 4.1018, 4.1018, 0.6835, -0.0658, 0.047, -0.03
Si, 1.3673, -4.1018, 0.6835, 0.0219, 0.0169, 0.0314
Si, 4.1018, -1.3673, 0.6835, 0.0394, -0.023, 0.0186
Si, 6.8362, 1.3673, 0.6835, -0.0158, -0.0147, 0.0357
Si, -1.3673, 4.1018, 0.6835, 0.019, -0.0404, 0.0118
Si, 6.8362, -4.1018, 0.6835, 0.02, -0.0193, 0.0457
Si, 9.5708, -1.3673, 0.6835, -0.049, 0.0596, -0.0307
Si, 0, 0, 2.0507, -0.1078, -0.1537, -0.021
Si, 2.7345, 2.7345, 2.0507, 0.1611, 0.1241, -0.0219
Si, 0, -5.469, 2.0507, -0.0289, 0.0169, 0.0355
Si, 2.7345, -2.7345, 2.0507, -0.0037, 0.0202, 0.037
Si, 5.469, 0, 2.0507, -0.0857, -0.0276, 0.0324
Si, 8.2035, 2.7345, 2.0507, 0.0182, 0.0775, 0.019
Si, 5.469, 5.469, 2.0507, -0.1158, -0.1616, -0.0225
Si, 8.2035, -2.7345, 2.0507, 0.1538, 0.0976, -0.0312
Si, 8.3061, -4.9042, 16.6278, 0.0003, -0.0006, -0.0012
Si, -0.8879, 3.625, 9.5753, 0.0034, -0.0017, -0.0045
Si, 2.3207, -2.7036, 18.5242, -0.0056, 0.0018, -0.002
Si, 4.5878, -9.7385, 21.432, 0.0072, -0.0012, 0.0095
Si, -0.3319, -0.6249, 10.5354, 0.0015, 0.0012, -0.0015
Si, 11.0344, -3.5061, 16.4738, -0.0006, 0.0003, -0.001
Si, 1.949, 2.7877, 10.2755, -0.0053, 0.0046, -0.0051
Si, 7.6342, 0.6979, 16.8587, 0.0011, 0.0011, -0.0005
Si, -2.4348, -2.6386, 10.4649, -0.0001, -0.0016, -0.0004
Si, 5.274, -4.7065, 10.3665, 0.0011, 0.0014, -0.0035
Si, 9.7496, -4.3682, 21.4443, 0.0031, -0.0005, 0.0073
Si, 4.5058, -5.528, 14.8472, -0.0011, 0.0005, -0.0003
Si, 7.4475, -5.3812, 19.5513, 0.0046, 0.0014, -0.0042
Si, 4.2464, -7.107, 17.4259, -0.0026, -0.0028, -0.0008
Si, 4.0459, -1.0275, 16.4091, 0.0002, 0.003, -0.0007
Si, 1.782, -7.9271, 15.8801, -0.0017, 0.0005, -0.0033
Si, -2.6844, 3.9411, 14.2152, 0.0001, 0.0019, 0.003
Si, 8.11, 5.3526, 11.4203, -0.0044, -0.0025, 0.0024
Si, 5.2219, -9.8629, 18.4054, 0.0038, -0.0012, -0.0043
Si, 6.4701, 1.4636, 14.0585, -0.0011, 0.0013, 0.0022
Si, 5.9428, -3.3625, 16.0334, -0.0008, 0.0004, -0.0006
Si, 9.9739, -8.9941, 15.7518, 0.0023, 0.002, -0.0009
Si, 9.5116, -0.9741, 15.3957, 0.001, -0.0007, 0.0007
Si, 3.3919, 0.8307, 14.1352, -0.0065, -0.0024, 0.0002
Si, 1.7071, -5.1499, 14.5444, 0.0001, -0.0007, 0.0034
Si, 12.072, -2.2109, 21.2554, 0.0017, -0.004, 0.003
Si, 6.8135, -7.4308, 21.5969, -0.0057, -0.01, 0.0123
Si, 4.5267, -1.8862, 9.7324, -0.0012, -0.0019, -0.0042
Si, 4.762, -4.4854, 18.7929, -0.0026, -0.0033, -0.0046
Si, 2.5358, -0.0645, 11.2809, -0.0004, 0.0014, -0.0005
Si, -2.4936, -0.598, 12.5786, 0.0001, -0.0015, 0.0034
Si, 3.1566, 4.9737, 12.2209, -0.0018, -0.0037, 0.0035
O, -2.4981, 4.9433, 12.9556, -0.0021, 0.0005, 0.0006
O, 4.1245, 1.3591, 7.9263, -0.0064, 0.0061, 0.0054
O, 12.3896, -7.3319, 22.9475, 0.0062, -0.0084, -0.01
O, -1.7612, 2.6256, 8.5933, 0.0046, 0.0013, 0.0066
O, 2.3613, -2.8173, 22.155, -0.0008, -0.0001, -0.0023
O, 3.4244, -2.6923, 8.8126, 0.0021, 0.0002, 0.0011
O, 5.3958, -1.8359, 15.9243, 0.0002, -0.0001, 0.0031
O, 3.1689, -9.2019, 22.0589, 0.0031, -0.0005, -0.0024
O, -1.3859, -4.1357, 7.8088, -0.0107, 0.0104, -0.0006
O, 11.4465, -0.9249, 22.0617, -0.0017, 0.0026, 0.0027
O, -0.3222, 0.1948, 9.1033, 0.0022, -0.0036, -0.0168
O, 10.479, -5.6592, 22.1374, -0.0038, 0.0051, -0.0071
O, 6.9621, 4.0699, 7.9101, -0.003, 0.0067, 0.0032
O, 8.8249, -4.7669, 20.1674, -0.0053, -0.0024, 0.0027
O, 12.0766, -3.5313, 17.7366, 0.0013, 0.0016, 0.0036
O, 3.3459, -0.5198, 15.0431, -0.0011, 0.0088, -0.0033
O, 5.4135, -0.8242, 8.8289, 0.002, -0.0015, 0.0046
O, 4.8958, 1.3004, 13.7039, -0.0017, -0.0019, 0.0006
O, 4.2089, -4.5482, 23.0371, 0.003, -0.0039, -0.0091
O, 2.4868, 3.3174, 8.8195, 0.0011, -0.004, -0.0014
O, 11.3532, -8.5595, 16.4781, -0.0009, -0.0009, 0.0012
O, 8.7208, -3.6769, 22.4742, -0.0003, 0.004, 0.0117
O, 2.5827, 0.4533, 12.8014, 0.0064, -0.0007, 0.0082
O, 4.2462, 4.6438, 13.4204, 0.0016, 0.0014, 0.0023
O, -1.4141, 2.9495, 14.5344, -0.0011, 0.0008, 0.0003
O, 6.9385, 3.0202, 13.8988, -0.001, -0.0009, 0.0001
O, -1.9747, -1.4273, 13.9135, -0.0003, 0.0013, -0.0012
O, 5.6366, -8.5237, 21.568, 0.0132, 0.0039, 0.0101
O, 7.798, -2.6122, 8.9794, 0.003, -0.0004, -0.0153
O, 2.7008, -7.5475, 17.1644, 0.0044, 0.0009, 0.0025
O, 8.1203, -8.1281, 22.2551, -0.0139, 0.0071, -0.0099
O, 5.1365, -5.2068, 8.8257, -0.0015, 0.0009, -0.0045
O, -1.267, 0.0857, 11.7, -0.0022, 0.0002, 0.0017
O, 4.5417, 0.7784, 19.858, 0.0004, 0.0003, 0
O, 6.6274, -9.8975, 15.6213, 0, 0.0006, -0.0011
O, 10.243, 0.4631, 15.1165, -0.0017, -0.0011, -0.0004
O, 5.1571, -8.2988, 18.0181, -0.001, 0.0033, 0.0025
O, 3.8708, -5.0325, 11.1134, -0.0002, 0.002, -0.0004
O, 11.591, -4.0415, 15.0335, -0.0018, 0.0015, 0.0004
O, 2.6117, 3.6178, 11.5116, 0.0015, 0.0021, 0.0018
O, 7.6556, -5.5519, 17.959, 0.0012, -0.0001, 0.0007
O, -0.0668, 4.7801, 8.7467, -0.0001, -0.0013, -0.0022
O, 3.4741, -3.6066, 19.2732, 0.0024, -0.0016, 0.0045
O, 4.2305, -6.0062, 18.615, -0.0007, 0.0023, 0.0031
O, -2.0234, 4.2559, 10.5396, -0.0056, 0.0043, 0.0068
O, 6.283, -6.1423, 22.4336, 0.0037, -0.0135, -0.007
O, 5.1954, -3.9574, 17.3324, 0, 0.0002, 0.0032
O, 4.9107, -6.6052, 16.0091, 0.0021, -0.0007, 0.0008
O, 6.502, 5.4275, 11.0962, 0.0059, -0.0006, 0.0041
O, 2.4672, 1.2504, 10.3283, 0.001, -0.0043, 0.0055
O, 6.0832, -4.4586, 19.7781, -0.0038, -0.0002, 0.0036
O, 6.9253, -1.8361, 23.1065, 0.0094, -0.0092, -0.0083
O, 8.0785, -6.0363, 15.5027, 0, -0.0007, 0.0008
O, 3.8003, -1.0185, 10.9093, -0.004, 0.0048, 0.0063
O, 1.1607, -0.8928, 11.0954, 0.0043, 0.003, 0.0016
O, 7.2079, -6.8889, 20.1247, 0.0004, -0.0018, 0.0064
O, 8.3294, -0.7353, 16.5105, -0.0002, 0.0001, 0.0019
O, 0.3071, 2.8495, 10.3827, 0.0019, -0.001, 0.002
O, 1.682, -1.8122, 19.7556, 0.0035, 0, -0.0024
O, 2.6178, -8.9066, 14.898, 0.0021, -0.0037, -0.0026
O, 10.9082, -3.3231, 21.0007, -0.0027, -0.0013, 0.0038
O, 10.5314, -2.0068, 16.1102, -0.0012, 0.001, 0.001
O, 12.2245, -6.6451, 15.0118, 0.0008, -0.0015, 0.0012
O, 5.5905, -4.312, 14.7333, 0.0007, 0.001, 0.001
O, 9.6963, 0.8558, 23.0125, 0.0079, -0.0045, -0.0116
O, -0.913, -2.1116, 10.2416, -0.0007, 0.0011, -0.0008
O, 3.1156, -4.7825, 15.2867, 0.0006, 0.0011, 0.0013
O, 7.5551, -3.4961, 16.2209, 0.0012, 0.0003, 0.0042
O, 6.8008, 0.626, 18.2647, -0.0024, 0.0007, 0.0038
O, 7.7369, -1.6625, 11.5453, -0.0001, 0.0034, 0.0004
O, 5.4431, -3.0701, 10.4054, 0.0009, 0.0001, 0.0001
O, 7.3748, 0.5363, 13.0562, -0.0004, 0.0016, 0.0001
O, 8.8049, -9.0895, 16.9029, -0.0013, 0.0001, 0.0021
O, -2.2562, -4.1103, 11.1037, -0.0004, -0.0018, 0.001
O, 1.3891, -1.3569, 7.8823, -0.0012, -0.001, 0.001
O, 9.8512, -4.5288, 16.9127, -0.0028, 0, 0.0031
O, 3.0101, -1.8708, 17.3168, 0.0008, 0.0013, 0.0015
O, 1.9076, -5.1498, 12.9176, -0.0022, 0.0026, -0.0006
O, 4.3776, 0.2723, 17.2983, -0.0016, -0.0018, 0.0024
O, 5.0869, -0.1155, 22.2479, -0.0016, 0.0115, -0.0072

Results
free energy: -126871.330 eV
free energy less fixed offsets of O -568.88, Si -635.61 eV per atom: -2.850 eV

The program warned: the cutoff lies below the one the program advises for these potential files; the forces do not sum to zero within the program's tolerance; the exchange-correlation potential is rough where the density is thin.
